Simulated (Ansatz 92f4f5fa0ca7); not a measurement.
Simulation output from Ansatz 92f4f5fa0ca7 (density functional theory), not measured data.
Periodic cell of 237 atoms, Si145O90As2, from a study of silicon, its oxide and their interface. The atomic structure is a simulated model.
Doubt: the cutoff is far below the 930 eV that the study's wrapper takes by default for these files, so forces and energies are approximate.

Settings: functional PBE; potential files Ansatz PAW; basis plane waves; wave-function cutoff 580 eV; density cutoff ratio 5; exchange-correlation grid ratio 1; k mesh 1 x 1 x 1, Gamma-centred; self-consistency stop 5e-08 eV per atom in the density residual; occupations fixed; spin none; net charge 0.

Cell vectors (angstrom)
a	11.6015	0	0
b	0	10.938	0
c	0	0	32.0622

Atoms and the computed forces on them: element, x, y, z (angstrom), force x, y, z (eV/angstrom)
Si	-0.2187	-0.0519	23.273	0.0158	0.0051	0.0253
Si	3.6537	0.1994	23.1111	0.0238	-0.0066	0.023
Si	7.5339	-0.1171	23.4446	0.0088	-0.0057	0.0206
Si	1.6719	1.3791	23.4028	-0.0114	0.0192	0.0335
Si	5.7137	1.4142	23.1813	-0.012	-0.0001	0.0396
Si	9.427	1.245	23.3722	-0.0164	0.003	0.0069
Si	0.1334	5.3135	23.4597	0.0197	0.005	0.0585
Si	4.1047	5.3107	23.398	-0.005	0.0055	0.0243
Si	8.0102	5.6223	23.5292	-0.002	0.0137	0.0205
Si	2.1321	6.5811	23.3498	-0.0001	-0.0148	0.0593
Si	5.9439	6.7858	23.4877	-0.0024	0.0036	0.0209
Si	9.9904	6.8761	23.5847	-0.021	-0.0228	0.0665
Si	1.8914	2.6707	25.3708	-0.0051	-0.0039	0.0017
Si	5.8207	2.6654	25.2477	-0.0076	-0.0016	0.0142
Si	9.6171	2.7014	25.2698	0.0079	0.0009	-0.0018
Si	11.5878	4.0151	25.3932	-0.0051	0.0014	-0.0106
Si	3.8802	3.9801	25.3207	0.0077	-0.0053	-0.004
Si	7.7296	4.1082	25.3354	-0.0083	-0.0112	-0.0096
Si	1.9549	8.1545	25.1795	0.0075	-0.0057	-0.0152
Si	5.7614	8.1769	25.375	0.0154	0.0042	-0.0087
Si	9.6947	8.2707	25.4219	0.0047	-0.0056	-0.0159
Si	11.623	9.5688	25.2573	0.0046	-0.0073	0.0107
Si	3.8505	9.5914	25.0756	-0.0072	-0.0029	0.0008
Si	7.6757	9.5311	25.4035	-0.0031	0.0016	0.0048
Si	11.6402	-0.0073	27.2054	0.0081	0.0106	0.0013
Si	3.8902	-0.0504	27.1198	-0.0031	0.0003	0.0153
Si	7.7493	-0.0088	27.2835	-0.0065	0.0098	-0.0044
Si	1.9753	1.3185	27.2709	-0.0029	-0.0006	-0.0111
Si	5.817	1.3284	27.2015	0.0082	0.0034	0.0027
Si	9.687	1.338	27.2102	-0.0103	-0.0005	0.0046
Si	11.5839	5.479	27.2428	-0.0033	-0.0097	-0.0023
Si	3.836	5.427	27.2148	0.0021	0.0022	-0.0006
Si	7.7026	5.4673	27.2628	0.0003	0.0066	0.0003
Si	1.9285	6.8337	27.174	0.0041	0.009	0.0097
Si	5.7503	6.8021	27.277	-0.0125	0.0024	0.0008
Si	9.6438	6.8223	27.2766	0.0095	-0.0068	-0.0005
Si	1.938	2.724	29.1722	0.0247	-0.0149	-0.0075
Si	5.7879	2.716	29.1424	-0.0078	-0.0078	-0.0256
Si	9.6726	2.727	29.1478	0.0165	-0.0002	-0.0225
Si	0.0059	4.097	29.1643	-0.0023	0.0132	0.0079
Si	3.8599	4.0914	29.1661	-0.0153	-0.0116	0.003
Si	7.7252	4.0821	29.1708	-0.007	-0.0079	0.025
Si	1.9392	8.1908	29.1358	-0.0018	0.0052	-0.0072
Si	5.781	8.1984	29.176	-0.011	0.0013	0.0295
Si	9.668	8.2072	29.1827	-0.0131	0.0048	0.0321
Si	0.0054	9.5648	29.151	-0.0024	-0.0194	-0.0224
Si	3.8637	9.5798	29.1246	0.023	-0.0175	-0.0488
Si	7.725	9.5486	29.1882	0.0135	-0.0046	0.0119
Si	0	0	31.0965	0.054	0.0303	-0.0737
Si	3.8672	0	31.0965	-0.0442	-0.0575	-0.2681
Si	7.7343	0	31.0965	-0.0341	0.0809	0.0904
Si	1.9336	1.3673	31.0965	-0.0186	-0.038	0.0956
Si	5.8008	1.3673	31.0965	-0.0069	-0.0354	-0.1117
Si	9.6679	1.3673	31.0965	0.0122	-0.0843	-0.0507
Si	0	5.469	31.0965	-0.0097	0.0114	0.0455
Si	3.8672	5.469	31.0965	0.0405	0.0433	0.0127
Si	7.7343	5.469	31.0965	-0.0121	-0.0137	-0.0037
Si	1.9336	6.8362	31.0965	0.0185	-0.0092	-0.1453
Si	5.8008	6.8362	31.0965	-0.0398	-0.049	0.0799
Si	9.6679	6.8362	31.0965	0.0259	-0.1305	0.1109
Si	1.9336	2.7345	0.9679	-0.0504	-0.1059	0.2071
Si	5.8008	2.7345	0.9679	-0.0015	0.1218	-0.251
Si	9.6679	2.7345	0.9679	0.0173	0.0096	0.0531
Si	0	4.1018	0.9679	-0.023	0.0114	-0.0241
Si	3.8672	4.1018	0.9679	-0.0577	0.0006	0.1222
Si	7.7343	4.1018	0.9679	0.1195	-0.0101	0.0634
Si	1.9336	8.2035	0.9679	-0.0299	0.0126	-0.0072
Si	5.8008	8.2035	0.9679	-0.0256	-0.0034	0.0357
Si	9.6679	8.2035	0.9679	0.0536	0.0665	0.1763
Si	0	9.5708	0.9679	-0.0736	0.0392	0.0802
Si	3.8672	9.5708	0.9679	0.0331	-0.0725	-0.4693
Si	7.7343	9.5708	0.9679	0.0227	-0.0631	0.0885
Si	11.6115	0.0112	2.9128	0.0691	0.0794	0.0161
Si	3.8238	0.0428	2.8195	-0.0224	0.3541	-0.2093
Si	7.7506	0.0097	2.9052	0.0149	0.0714	-0.0165
Si	1.9121	1.4262	2.9647	-0.0006	0.1805	0.0055
Si	5.8137	1.3522	2.8572	0.0121	-0.0524	-0.0582
Si	9.6667	1.3793	2.9235	-0.0277	-0.0339	0.0229
Si	11.5847	5.4357	2.9229	-0.0404	-0.0491	0.1634
Si	3.8532	5.4582	2.9299	0.0591	-0.0383	0.0435
Si	7.768	5.5247	2.8684	-0.0887	0.0124	-0.0313
Si	1.9048	6.804	2.8773	0.0233	-0.0422	-0.1144
Si	5.8097	6.8141	2.8871	0.053	-0.0853	-0.1688
Si	9.6913	6.8746	2.9468	0.0876	0.0917	0.0019
Si	1.9317	2.5078	5.1186	-0.1009	0.0746	-0.3192
Si	5.8598	2.9255	4.621	-0.2008	0.1413	-0.2527
Si	9.6008	2.8048	4.8339	0.0898	0.0126	0.0012
Si	11.6318	4.0188	4.8555	0.0752	-0.0117	-0.1137
Si	3.8086	4.0503	4.8663	-0.1804	-0.1563	-0.0126
Si	7.7746	4.2923	4.8653	0.0737	-0.112	0.055
Si	1.8883	8.134	4.809	0.1382	0.1099	0.1331
Si	5.8	8.2252	4.7539	0.1634	-0.0663	-0.011
Si	9.6781	8.2826	4.916	-0.0262	-0.0319	0.0067
Si	11.6348	9.6431	4.8966	-0.0127	-0.0236	-0.1131
Si	3.8479	9.4594	4.5329	-0.3039	-0.4019	-0.5138
Si	7.7238	9.6236	4.872	0.0624	0.0127	0.0341
Si	11.5622	0.1483	6.8242	0.7501	0.1391	-0.2276
As	4.2104	-0.3664	6.4612	-1.3669	-0.0837	1.6131
Si	7.7931	-0.0152	6.9156	0.1857	-0.0791	-0.1673
Si	2.1933	0.8456	7.4806	0.6261	2.5096	-2.0194
As	5.8446	1.2927	6.3234	0.4451	0.8135	0.4586
Si	9.6822	1.5525	6.8416	-0.0186	0.1399	-0.1021
Si	11.5143	5.4713	6.7223	0.0156	-0.0906	-0.1994
Si	3.9833	5.4191	6.816	0.0608	-0.0535	-0.0563
Si	7.7148	5.6969	6.84	-0.0347	0.0037	-0.0421
Si	1.9633	6.6284	6.6854	-0.034	0.0718	-0.0218
Si	5.7741	6.9964	6.7524	-0.0797	-0.0342	-0.0117
Si	9.7299	7.0072	6.9374	0.0492	-0.0273	-0.101
O	9.9131	7.8861	8.3647	-0.0343	0.0966	0.2164
O	7.4684	10.0093	8.2615	-0.2349	0.0187	0.1378
O	7.3965	4.7203	8.1533	0.0041	-0.0018	0.0484
O	2.4003	10.9715	8.8538	0.7809	-1.4555	1.8655
O	1.9432	7.6088	8.0172	-0.0068	0.0632	0.2485
O	4.1501	4.5693	8.2622	0.0897	0.1345	0.0216
O	9.7574	2.4845	8.2152	0.0178	-0.0094	0.1059
O	2.6949	2.4583	8.0312	-0.3703	-1.7061	-0.3775
O	11.3787	4.6018	8.129	-0.0548	-0.0669	0.1714
O	5.4402	2.2611	7.7874	-0.0333	-0.0692	-0.0118
O	5.7507	7.9407	8.124	-0.0161	0.0585	0.0825
O	10.9861	10.2626	8.1186	-0.3288	-0.2568	0.3913
O	11.2264	10.1035	21.7957	0.0016	0.0332	-0.0163
O	3.2176	10.6837	21.5426	-0.0077	-0.0077	-0.0462
O	5.7308	7.8164	22.1925	-0.0139	0.0052	-0.0093
O	4.2165	4.4727	21.9466	-0.0074	-0.0141	-0.012
O	7.6608	9.709	22.1818	-0.0069	-0.0172	-0.0209
O	10.3157	7.6748	22.1684	-0.0217	-0.0073	-0.0311
O	1.6044	2.3976	22.0913	0.0553	-0.0584	0.0135
O	5.9164	2.4422	21.8678	0.0025	0.0198	-0.0267
O	8.4082	4.7114	22.196	-0.0046	-0.0098	0.0026
O	-0.1058	4.4224	22.0589	-0.061	0.0215	-0.0257
O	2.3085	7.3303	21.8882	0.02	0.0025	0.0302
O	9.1174	1.9057	21.8774	0.0088	0.0008	-0.0259
Si	1.8276	7.8423	9.6109	-0.2001	-0.2656	-0.3834
Si	4.9873	0.6121	17.7001	-0.0207	-0.0063	0.0598
Si	2.3954	5.4523	14.0443	-0.0173	-0.0363	0.0183
Si	10.477	3.8756	14.0188	-0.0118	0.0113	0.0306
Si	8.2103	2.4196	15.2864	-0.1393	0.0246	0.0818
Si	9.5295	2.2412	20.3431	0.0379	0.0507	0.0403
Si	10.4865	3.6619	9.108	-0.0405	0.1398	-0.1501
Si	0.0151	2.2854	11.5878	-0.1741	0.1409	-0.0277
Si	10.9119	8.1058	15.4229	-0.1088	-0.0383	0.0137
Si	5.0878	6.9606	14.0166	0.0282	-0.0218	-0.0113
Si	5.7122	2.6259	11.1482	0.094	0.1272	-0.0921
Si	8.5548	7.6632	19.3938	0.0308	0.0079	0.0641
Si	8.0989	4.8429	20.6074	-0.0074	-0.0147	0.0076
Si	5.8347	9.6047	15.216	0.0373	-0.0066	0.0719
Si	2.0786	7.646	20.3156	0.0237	-0.0176	0.0609
Si	1.8605	4.9023	18.7722	-0.0458	0.0299	0.0303
Si	4.4403	3.4702	18.0209	-0.0023	-0.017	0.0668
Si	8.4158	8.9383	16.8237	-0.0129	-0.0003	0.0173
Si	0.7465	9.4827	13.3795	-0.0839	-0.063	0.0691
Si	9.8486	10.6355	11.7759	-0.0516	-0.0217	0.0661
Si	5.3247	3.7151	21.0065	0.0166	0.0021	0.1087
Si	0.4702	5.5119	16.2732	0.0112	-0.0314	0.0535
Si	10.6483	9.1116	9.1975	-0.2173	-0.1725	-0.1651
Si	6.5411	8.9083	21.2971	-0.008	0.0034	0.0435
Si	7.0122	7.1852	11.4717	-0.0071	-0.044	-0.0243
Si	2.6188	0.7372	12.3994	-0.1783	0.2729	0.5373
Si	10.8638	8.6996	21.0337	-0.0271	0.0241	0.0246
Si	5.9914	4.3884	15.6683	0.0475	0.009	0.0572
Si	7.0221	0.5089	13.0279	0.0306	0.0071	0.0115
Si	4.1555	2.9559	8.5651	-0.1712	-0.0725	-0.5805
Si	0.8145	6.7942	11.9056	-0.0237	-0.0372	0.0138
Si	6.3002	9.1382	9.0909	0.165	-0.0668	-0.3539
Si	0.6422	3.2894	21.1404	-0.1051	-0.0633	0.0802
Si	9.7122	6.5388	12.8657	-0.0433	0.0448	0.0144
Si	7.681	4.5835	9.755	-0.0053	-0.0112	-0.0906
Si	3.962	10.0694	20.2127	-0.0192	-0.0202	0.074
Si	4.1775	3.0799	13.5831	0.0721	0.1022	0.0643
Si	3.5035	10.2416	9.8172	1.0213	-0.9887	0.9352
Si	8.0079	0.8072	18.048	0.0087	-0.0545	0.0232
O	11.4484	3.2277	12.896	-0.0015	-0.0162	-0.0044
O	9.3045	4.4763	9.9073	0.0589	-0.0012	0.0434
O	8.7914	3.5997	19.8447	0.0081	-0.0293	-0.0017
O	3.9879	-0.0303	18.823	0.0137	0.0431	-0.0723
O	11.2296	4.5349	15.2973	-0.0291	-0.0339	-0.0637
O	9.7449	9.7486	10.3986	-0.0292	-0.0361	0.0386
O	3.6846	1.558	13.3255	-0.052	-0.1051	-0.0286
O	0.5818	8.9856	14.9232	-0.013	-0.0036	-0.054
O	6.4249	1.0201	18.3892	0.036	-0.0063	-0.0296
O	4.6899	3.1892	19.6134	-0.0372	-0.0308	-0.1165
O	6.2238	1.2085	11.7811	0.0099	-0.0312	-0.006
O	0.4531	8.6817	9.8799	0.0156	0.0081	-0.0428
O	5.5966	4.3584	17.2621	0.0152	0.0178	-0.0208
O	8.3701	7.2585	12.3463	0.0656	0.0287	-0.0339
O	4.426	2.5536	10.1221	0.1233	-0.0522	0.1391
O	1.9517	5.6926	15.593	0.0118	-0.01	-0.0667
O	3.4736	-0.0317	11.2865	-0.0422	0.0132	-0.1259
O	5.8157	7.203	12.5714	-0.1088	-0.0102	0.1058
O	2.2247	6.385	19.3182	0.0058	-0.1011	-0.0779
O	0.5702	4.9005	17.7756	0.0177	-0.0008	-0.0093
O	8.3649	10.7308	12.4407	0.0402	-0.0054	-0.0206
O	5.1287	10.2022	9.4723	-0.6714	0.27	-0.2313
O	0.5812	8.2451	20.2031	-0.075	0.0333	-0.0819
O	9.6669	2.6189	14.6398	0.1886	0.0711	-0.1079
O	1.8512	10.6555	13.4051	0.069	0.0472	-0.0486
O	9.8525	9.1216	16.0993	0.0089	-0.0634	-0.026
O	6.0767	10.3604	13.7886	-0.0334	-0.0256	-0.0189
O	7.3519	1.602	14.1824	-0.0344	0.0321	0.0038
O	1.6065	3.964	20.0536	0.1004	0.0529	-0.1275
O	5.8588	5.8581	14.9662	-0.0163	0.0239	-0.0198
O	7.2427	8.9331	15.707	0.0446	0.0051	0.0371
O	1.5018	1.6589	11.6631	0.1409	-0.1127	-0.0615
O	6.9284	8.4432	10.4308	-0.2026	0.2668	0.0046
O	4.2785	2.0183	17.2819	-0.0122	-0.0015	-0.0236
O	6.9825	3.2355	10.3299	-0.0547	0.007	0.1612
O	11.3827	6.9709	16.4809	-0.0414	0.0623	-0.0291
O	8.1958	10.1617	17.8369	-0.0051	0.0615	-0.0147
O	3.1527	8.645	10.0604	-0.1091	0.6143	-0.2585
O	7.5356	3.8843	15.5411	-0.032	-0.0255	0
O	3.0749	4.3174	17.8859	0.0369	-0.0148	-0.0383
O	2.8089	3.9217	13.7341	-0.0471	0.0711	0.0023
O	1.2828	8.2547	12.4621	0.0333	0.0155	-0.0289
O	1.1259	5.7171	13.0698	0.0572	0.026	-0.021
O	4.8722	8.3399	14.8653	-0.0078	-0.0024	-0.003
O	11.1539	2.3884	20.3213	-0.0328	-0.0156	-0.006
O	10.8863	9.9625	12.8336	0.0037	0.0151	-0.0234
O	5.1656	3.5787	12.3656	0.0002	-0.0485	0.0073
O	5.0273	3.2884	14.945	-0.0144	-0.0087	-0.0068
O	6.4684	4.79	20.5245	0.033	0.0409	-0.0086
O	8.3787	1.6203	16.6886	-0.0065	-0.0347	0.0699
O	10.4029	1.1973	11.466	0.0747	-0.006	-0.0028
O	10.808	6.6715	11.6555	0.0902	0.0403	0.0084
O	3.2337	8.6731	19.8351	0.102	0.0861	-0.0383
O	1.6521	6.4892	10.5264	0.0119	0.1741	0.0413
O	7.1465	8.1586	20.0123	-0.0044	0.002	-0.0387
O	8.4277	7.5997	17.767	-0.0022	0.0335	-0.1013
O	3.6013	6.441	13.6483	0.0441	0.022	-0.0083
O	9.4927	4.9768	13.2968	0.0245	-0.0204	0.0012
O	5.5056	9.9917	20.7059	0.0264	0.0131	-0.0031
O	10.2195	7.3571	14.1614	0.007	0.0419	0.0475
O	8.7789	6.1526	19.9404	0.0084	-0.0064	0.0012
O	7.0376	5.8215	10.5817	0.016	0.0533	-0.0101
O	5.2059	10.5701	16.393	0.0025	-0.0197	-0.0396
O	9.0095	1.1321	19.2845	-0.0286	-0.0358	-0.0627
O	11.5486	3.1302	10.2005	0.0643	-0.105	0.1236
O	9.7152	8.7109	19.8768	-0.055	-0.0182	-0.0384

Results
free energy: -153071.063 eV
free energy less fixed offsets of As -4856.12, O -568.88, Si -635.61 eV per atom: 3.827 eV

The program warned: the cutoff lies below the one the program advises for these potential files; the forces do not sum to zero within the program's tolerance; the exchange-correlation potential is rough where the density is thin.
